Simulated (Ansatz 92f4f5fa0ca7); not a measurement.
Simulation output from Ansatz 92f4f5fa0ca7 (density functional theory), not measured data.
Periodic cell of 225 atoms, Si132O91As1H1, from a study of silicon, its oxide and their interface. The atomic structure is a simulated model.
Doubt: the cutoff is far below the 930 eV that the study's wrapper takes by default for these files, so forces and energies are approximate.
This geometry differs little from another in the collection (a relaxation step or a small displacement).

Settings
functional: PBE
potential files: Ansatz PAW
basis: plane waves
wave-function cutoff: 580 eV
density cutoff ratio: 5
exchange-correlation grid ratio: 1
k mesh: 1 x 1 x 1, Gamma-centred
self-consistency stop: 5e-08 eV per atom in the density residual
occupations: fixed
spin: none
net charge: 0

Cell vectors (angstrom)
a 10.938 0 0
b 0 10.938 0
c 0 0 33.1827

Atoms and the computed forces on them: element, x, y, z (angstrom), force x, y, z (eV/angstrom)
Si 0.1263 -0.0148 26.0818 0.006 -0.0123 -0.0207
Si 5.199 0.1911 25.5394 -0.0083 0 -0.0101
Si 2.9744 2.4933 25.5984 0.0013 0.0015 -0.0163
Si 8.0763 2.8071 25.7563 0.0019 -0.0014 0.0042
Si -0.3024 5.6898 25.7403 -0.0074 -0.002 -0.0083
Si 5.8314 5.0575 25.8372 0.0018 0.0011 -0.0203
Si 2.3298 8.5969 25.6048 -0.0102 0.0283 -0.015
Si 8.374 7.9334 25.6745 0.0098 -0.0003 -0.0191
Si 1.471 1.4811 27.1779 0.0027 -0.0061 0.0082
Si 6.7812 1.2835 26.976 0.0096 0.0055 0.0026
Si 4.1101 4.0239 27.0187 -0.0012 0.0002 0.0061
Si 9.5939 4.0524 27.067 -0.0047 -0.003 0.0006
Si 1.3382 6.865 26.946 -0.0011 -0.0015 0.0107
Si 6.8344 6.8057 27.0468 -0.0103 -0.0045 0.0094
Si 4.0941 9.5469 26.9094 -0.0062 -0.0031 0.0032
Si 9.4707 9.5375 27.06 0.01 0.0007 0.0083
Si 2.7875 -0.0279 28.4121 0.0054 0.0048 -0.0098
Si 8.1523 -0.0126 28.3992 -0.0048 -0.0022 -0.0021
Si 0.0221 2.7671 28.4547 -0.0015 0.0043 0.0031
Si 5.4793 2.6915 28.4063 -0.004 -0.0047 -0.0001
Si 2.7277 5.4703 28.332 -0.001 0.0019 -0.0013
Si 8.2177 5.4507 28.4205 0.0077 0.0015 -0.0027
Si -0.0082 8.2082 28.3988 -0.0064 0.0008 -0.0129
Si 5.4543 8.2064 28.3532 0.002 0.0023 0.0004
Si 4.1018 1.3673 29.7644 0.2461 -0.2548 0.3006
Si 9.5708 1.3673 29.7644 -0.1019 -0.1061 -0.1363
Si 1.3673 4.1018 29.7644 0.1859 0.5223 0.2321
Si 6.8362 4.1018 29.7644 -0.0452 -0.134 0.055
Si 4.1018 6.8362 29.7644 -0.123 -0.0205 -0.3829
Si 9.5708 6.8362 29.7644 0.1465 -0.0804 0.1284
Si 1.3673 9.5708 29.7644 0.0364 0.0177 -0.014
Si 6.8362 9.5708 29.7644 -0.3369 -0.0969 0.0561
Si 0 0 31.1317 0.0024 -0.0243 -0.031
Si 5.469 0 31.1317 -0.0519 0.0038 0.0492
Si 2.7345 2.7345 31.1317 0.0218 0.0155 -0.0451
Si 8.2035 2.7345 31.1317 -0.0268 0.0185 0.0158
Si 0 5.469 31.1317 0.0713 0.0824 0.03
Si 5.469 5.469 31.1317 0.0021 -0.0479 -0.0421
Si 2.7345 8.2035 31.1317 -0.068 -0.0133 -0.0038
Si 8.2035 8.2035 31.1317 -0.0223 -0.0424 -0.05
Si 1.3673 1.3673 32.4989 -0.0372 0.0162 -0.0107
Si 6.8362 1.3673 32.4989 0.0172 -0.0612 -0.0228
Si 4.1018 4.1018 32.4989 -0.0112 -0.0068 -0.0102
Si 9.5708 4.1018 32.4989 0.0471 0.0033 -0.0385
Si 1.3673 6.8362 32.4989 -0.0416 -0.022 -0.0115
Si 6.8362 6.8362 32.4989 0.0238 0.0277 -0.0111
Si 4.1018 9.5708 32.4989 0.0379 0.0296 -0.0301
Si 9.5708 9.5708 32.4989 0.0047 -0.0017 -0.0157
Si 2.7345 0 0.6835 0.0257 -0.0593 0.0027
Si 8.2035 0 0.6835 -0.0059 0.0427 0.021
Si 0 2.7345 0.6835 -0.0448 0.0265 0.0212
Si 5.469 2.7345 0.6835 0.0364 -0.0123 0.0233
Si 2.7345 5.469 0.6835 -0.0427 0.0481 0.0151
Si 8.2035 5.469 0.6835 0.0156 -0.0534 0.0022
Si 0 8.2035 0.6835 0.0231 0.0062 0.0263
Si 5.469 8.2035 0.6835 -0.0412 0.0075 0.0192
Si 4.1018 1.3673 2.0507 -0.076 -0.0341 -0.0148
Si 9.5708 1.3673 2.0507 0.07 -0.0323 0.0124
Si 1.3673 4.1018 2.0507 0.0344 -0.0178 0.0207
Si 6.8362 4.1018 2.0507 0.0336 0.0926 0.0056
Si 4.1018 6.8362 2.0507 0.0246 -0.0532 0.0167
Si 9.5708 6.8362 2.0507 -0.0319 0.0079 -0.0056
Si 1.3673 9.5708 2.0507 -0.0263 0.0981 0.0142
Si 6.8362 9.5708 2.0507 0.0341 -0.0431 0.013
Si 0 0 3.418 0.3025 0.2689 -0.4272
Si 5.469 0 3.418 -0.217 -0.0125 0.1775
Si 2.7345 2.7345 3.418 0.0701 -0.0162 -0.1031
Si 8.2035 2.7345 3.418 0.0108 0.0735 0.1347
Si 0 5.469 3.418 -0.0081 0.0964 0.1204
Si 5.469 5.469 3.418 -0.0306 -0.0817 -0.1763
Si 2.7345 8.2035 3.418 0.0859 0.0026 0.2023
Si 8.2035 8.2035 3.418 -0.1748 -0.1586 -0.2698
Si 1.3698 1.3828 4.7838 0.0008 -0.0012 0.0077
Si 6.8024 1.3931 4.7866 0.0009 -0.0022 0.0022
Si 4.1343 4.0706 4.7793 -0.0016 0.0011 0.0046
Si 9.5678 4.1201 4.8037 0.0038 -0.0024 -0.0005
Si 1.3898 6.8214 4.8054 -0.0008 0.0011 0.0013
Si 6.7978 6.8485 4.774 0.0018 -0.0003 0.0055
Si 4.0899 9.5739 4.8349 0.0032 -0.003 0.0012
Si 9.589 9.5759 4.6926 -0.0044 0.001 0.0064
Si 2.7271 0.0343 6.207 -0.0062 0.0079 -0.0015
Si 8.2217 -0.0012 6.0102 0.0068 -0.0032 -0.0033
Si 0.0406 2.7889 6.1692 -0.0021 -0.0079 -0.0056
Si 5.4648 2.7264 6.2438 -0.0054 0.0053 0.0006
Si 2.7863 5.4279 6.1544 0.0072 -0.0049 -0.0015
Si 8.1442 5.4674 6.1406 -0.0052 0.0068 -0.0002
Si 0.007 8.2606 6.0811 -0.0029 0.002 -0.0022
Si 5.4502 8.1886 6.217 -0.0003 -0.003 -0.0064
Si 3.911 1.5467 7.6144 0.0014 0.0043 0
Si 9.6977 1.2236 7.3472 0.0081 -0.0111 0.0072
Si 1.7088 3.8387 7.5226 0.0151 -0.0025 0.0166
Si 6.5902 4.3488 7.5634 -0.0111 0.0022 0.0069
Si 4.3095 6.5636 7.546 -0.0001 -0.0131 0.0071
Si 9.3336 7.1112 7.3036 -0.0059 0.0063 0.0059
Si 1.0012 9.9308 7.4322 -0.0066 0.0049 0.0124
Si 7.1596 9.3533 7.356 0.0144 -0.0047 0.0163
O 9.4105 6.705 25.2633 0.0015 -0.0001 0.0088
O 4.0705 1.3382 25.0788 0.0017 -0.0016 0.0078
O 8.2437 8.2154 7.896 -0.0031 0.0038 -0.0104
O 2.7835 2.6879 8.0748 -0.008 0.0066 -0.0053
O 7.012 3.9982 25.4212 -0.0052 0.0043 0.0046
O 1.2709 9.8047 25.8279 -0.0014 0.0011 0.0035
O 5.4692 5.4761 8.0346 -0.0025 0.0056 -0.0057
O -0.1434 0.104 7.8439 -0.0022 0.0014 -0.0074
O 7.1877 3.7256 8.9781 -0.001 0.0032 -0.0039
O 6.6847 10.2154 8.6667 -0.0072 -0.0018 -0.0024
O 10.145 6.4574 8.5624 -0.0016 0.0016 -0.0023
O 1.4827 9.452 8.921 -0.0009 0.0013 -0.0053
O 4.5768 0.8694 8.9907 -0.0022 -0.0024 0.0001
O 1.1627 4.6159 8.8746 0.0029 -0.0064 -0.0102
O 8.9815 1.8018 8.7084 0.0015 -0.0007 -0.0051
O 3.5133 7.0787 8.9017 0.0048 0.0002 -0.0038
O 7.75 8.5491 24.2529 0.0005 -0.0021 0.0098
O 8.5872 2.2299 24.2833 -0.0002 0.0013 0.0047
O 5.3041 5.3817 24.3372 0.0021 -0.0018 0.0145
O 2.2905 3.199 24.2566 0.0051 -0.0048 0.0109
O 10.7213 0.74 24.6806 -0.0018 -0.0013 0.009
O 0.3839 5.0857 24.3746 -0.0015 0.0024 0.0055
O 2.3394 8.6192 23.9365 0.0038 -0.0042 0.0199
O 5.8467 10.4275 24.1632 -0.0041 0.0072 0.0112
Si 11.8128 2.8661 16.5297 -0.0011 -0.0001 0.0006
Si 4.8416 6.3767 23.1883 -0.0002 -0.0025 -0.0017
Si 1.199 1.1867 12.3163 0.0001 -0.0002 -0.0008
Si 12.7629 5.8514 16.469 -0.0016 -0.0014 -0.0006
Si 7.816 -4.8505 15.5405 0.0006 -0.0002 0
Si 10.3658 7.3395 11.6053 -0.0012 0.0016 -0.0025
Si 3.6726 2.6617 15.7869 -0.0004 0.0001 -0.0002
Si 5.1736 3.4911 18.4387 -0.0007 0.0015 -0.0006
Si 10.2579 12.2337 18.8286 -0.0001 0.0004 0.0003
Si 9.2089 -1.4975 19.1368 -0.0001 -0.0007 -0.0013
Si 9.0249 1.6866 12.3348 0.0009 -0.0016 -0.0003
Si 0.7119 7.6612 14.4387 -0.0009 -0.0003 -0.0002
Si 10.7755 5.3073 9.514 0.0003 0.0042 -0.0006
Si 7.0224 10.4075 12.3617 0.0016 -0.001 -0.0003
Si 5.3781 0.5422 18.7544 0.0012 0 0.0015
Si 7.7352 2.181 17.8926 0.0005 0.001 0.0004
Si 3.6028 3.1931 12.8922 -0.0009 0.0004 0.0002
Si 5.4519 10.5802 9.6568 0.0021 -0.0047 -0.0074
Si 4.7907 6.1705 20.28 -0.0006 -0.0003 -0.0004
Si 13.2835 10.228 14.342 0.0001 0.0004 -0.0013
Si -1.0032 1.6273 23.5895 0.005 -0.0116 0.0094
Si 4.8352 6.0296 12.5641 0.0008 -0.0018 -0.0006
As 3.5699 9.4137 17.0856 -0.0029 0.0018 -0.0052
Si 4.9121 11.7387 13.8718 -0.0004 -0.0002 0.0011
Si 8.5133 3.046 9.6503 -0.0008 -0.0024 -0.0024
Si 2.2469 6.1367 21.8264 0.0009 0.0008 -0.0015
Si 6.383 9.0339 23.4724 0.0009 -0.0045 0.0003
Si -4.6515 -1.9272 20.2722 -0.0004 -0.0018 -0.0037
Si -0.6544 -3.5354 17.0004 -0.0006 0.0004 -0.0009
Si 3.6977 7.9505 10.2783 -0.0008 0.0049 -0.0013
Si -0.2681 -0.1457 21.3362 0.0019 -0.0012 -0.0012
Si 1.2182 9.4829 10.5268 -0.0031 0.0008 -0.0026
Si 1.0647 3.9369 23.4388 0.0004 0.0008 -0.001
Si 1.0985 -2.2497 22.8599 0.0005 0.0002 -0.0047
Si 8.9587 3.0802 15.1995 0.0003 0.0003 0.0011
Si 7.5651 7.2469 12.6839 -0.0001 -0.0005 -0.0012
Si 4.6988 6.8174 15.6742 -0.0007 -0.0019 -0.0003
O 6.769 3.4771 18.0858 -0.0004 -0.0005 0.0014
O 8.032 -3.8768 14.2409 -0.0007 0.0001 0.0014
O 9.5961 -0.1248 18.3146 -0.0003 0.0001 0.0012
O 1.8363 8.7385 13.9559 -0.0006 -0.002 0.0015
O -0.1837 7.3058 13.165 0.0004 -0.0002 0.0016
O -0.0497 2.8245 23.0347 0 -0.0005 0.0012
O 2.3451 8.429 11.0436 0.0045 -0.0004 -0.002
O -7.4759 3.6289 14.4753 -0.0004 -0.0002 0.0018
O 6.3538 0.0927 13.7218 -0.0003 -0.0004 0.0005
O 6.8691 0.8171 18.15 -0.0012 -0.0007 0.0013
O 2.1864 2.017 16.0345 -0.0004 -0.0008 0.0004
O 7.0195 8.781 12.4668 -0.001 0.0014 0.0015
O 8.5257 0.1186 12.2895 -0.0009 0.001 0.0013
O 8.757 7.0562 11.5839 0.0006 0.0001 0.0018
O 4.663 8.4639 16.0357 -0.0016 0.0042 0.0033
O 12.3891 10.9899 11.1424 -0.0002 -0.0014 0.0018
O 4.7302 12.4256 15.3461 -0.0005 -0.0001 0.0008
O 16.4125 -5.0446 21.7545 0.0003 0.0003 0.0031
O 3.7878 10.5583 13.658 -0.0003 -0.0006 0.0015
O 6.4706 6.0487 12.44 -0.001 -0.0004 0.0013
O 21.5267 3.1383 15.4665 -0.0006 -0.0003 0.0002
O -1.9787 2.2938 18.9811 -0.0003 -0.0009 0.0013
O 4.8048 12.978 19.1913 -0.0004 -0.0026 0.0013
O 11.1513 6.0947 10.8883 -0.0005 -0.0027 0
O 12.4966 4.304 16.8748 0.0001 0.0017 0.0012
O 1.5095 4.6822 22.0389 -0.0013 -0.0015 0.0045
O 4.9951 4.884 19.2791 -0.0003 -0.0003 0.0017
O 4.4121 7.0601 11.4057 -0.0024 0.0017 0.0002
O 3.4499 6.1761 16.553 -0.0004 0.0006 0.0015
O 19.617 2.381 13.7634 -0.0007 0.0001 0.0007
O -1.0954 -1.3732 20.6385 0.0001 0.0009 0.0029
O 8.922 6.5337 16.6651 -0.0007 -0.0003 0.0014
O -0.2311 8.2548 15.6495 -0.0003 -0.0007 0.0015
O 16.405 7.6271 19.8526 -0.0001 0.0012 0.0023
O 2.4651 10.2175 15.9887 0.0028 -0.0036 0.0078
O 0.7135 6.5973 17.4244 -0.0001 0.0001 0.0016
O -2.6244 2.1502 16.3728 -0.0011 -0.0009 0.0007
O 6.2224 -4.6892 16.0299 -0.001 0.0007 0.0008
O 4.2959 3.4732 17.0546 -0.0007 0 0.0008
O 4.1386 4.5778 12.2003 -0.0001 0.0003 0.0019
O 4.5256 9.2708 9.8377 0.0012 -0.0015 0.0022
O 6.1135 -0.0039 11.1018 -0.0013 0.0002 0.0003
O 6.6812 9.1287 21.8642 -0.0001 0.0007 0.0064
O 0.3412 2.0177 17.8042 -0.0003 -0.0008 0.0016
O 9.6268 0.6132 22.3524 -0.0016 0.0036 0.0049
O 3.2317 6.2459 23.1207 -0.0001 0.0003 0.0031
O 8.1959 4.5307 15.1871 -0.0007 0.0003 0.0011
O 0.1413 0.975 20.2046 -0.001 -0.0002 0.0015
O -1.0305 8.2578 18.3059 -0.0007 0.0002 0.002
O 4.7352 12.9488 12.7764 -0.0004 0.0002 0.0013
O 5.2303 7.8953 23.637 -0.0002 0.0027 0.0018
O 4.4437 -4.3666 14.0714 -0.0016 0.002 0.0026
O 1.2315 7.414 21.8312 -0.0007 0.0008 0.0031
O 8.2297 2.4976 11.1557 0 0.0014 -0.0012
O 12.347 6.2644 14.9332 -0.0001 0.0005 0.0014
O 2.8338 -2.3117 18.2946 0.0004 0.0014 -0.0006
O 9.6893 4.146 9.7712 0.0001 -0.0009 0.0033
O 2.2274 2.4893 12.2811 -0.0004 0.0002 0.0018
O -0.221 8.809 10.9467 0.0016 -0.001 0.0023
O 15.4358 -0.1149 17.5217 -0.0024 -0.0035 -0.0006
O 5.4116 10.3721 19.9508 -0.0006 0 0.0017
O 3.1598 6.2337 20.4718 -0.0012 0 0.0027
O 1.0575 10.1281 22.0424 -0.0006 -0.0016 0.0029
O 12.2324 0.4157 13.7756 -0.0008 -0.0012 0.0018
O -3.3107 -1.8584 19.3371 -0.0003 0 0.0013
O 10.6349 1.7634 12.098 -0.0009 0.0005 0.0017
O -0.3137 -2.3631 23.6818 -0.0108 0.012 0.004
H -1.0743 -2.7405 23.2129 0.0094 -0.0116 0.0009

Results
free energy: -140533.823 eV
free energy less fixed offsets of As -4856.12, H -15.97, O -568.88, Si -635.61 eV per atom: 6.867 eV

The program warned: the cutoff lies below the one the program advises for these potential files; the exchange-correlation potential is rough where the density is thin.
